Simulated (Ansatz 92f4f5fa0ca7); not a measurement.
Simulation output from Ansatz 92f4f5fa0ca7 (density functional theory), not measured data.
Periodic cell of 223 atoms, Si132O90As1, from a study of silicon, its oxide and their interface. The atomic structure is a simulated model.
Doubt: the cutoff is far below the 930 eV that the study's wrapper takes by default for these files, so forces and energies are approximate.
This geometry differs little from another in the collection (a relaxation step or a small displacement).

Settings: functional PBE; potential files Ansatz PAW; basis plane waves; wave-function cutoff 580 eV; density cutoff ratio 5; exchange-correlation grid ratio 1; k mesh 1 x 1 x 1, Gamma-centred; self-consistency stop 5e-08 eV per atom in the density residual; occupations fixed; spin none; net charge +1 e, with a uniform compensating background and no finite-size correction.

Cell vectors (angstrom)
a 10.938 0 0
b 0 10.938 0
c 0 0 32.1988

Atoms: element, x, y, z (angstrom)
Si 10.5879 0.2352 24.8518
Si 5.7362 10.6958 24.7206
Si 2.4851 2.9241 24.6151
Si 8.4246 2.4792 24.8105
Si 0.2752 5.1785 24.7449
Si 5.1563 5.7593 24.6784
Si 2.9331 8.0231 24.5858
Si 7.9436 8.4463 24.7095
Si 1.3343 1.4023 26.0336
Si 6.8485 1.3237 26.1195
Si 4.0462 4.1202 25.9886
Si 9.6121 4.0739 26.0884
Si 1.4018 6.844 26.0044
Si 6.7749 6.8693 26.0251
Si 4.1064 9.5539 25.9987
Si 9.4642 9.5855 26.1474
Si 2.743 0.0247 27.3361
Si 8.1709 0.0047 27.5516
Si 0.0239 2.7419 27.4818
Si 5.456 2.7734 27.3561
Si 2.7407 5.4907 27.4232
Si 8.2024 5.5001 27.3474
Si 0.0071 8.2139 27.3663
Si 5.4538 8.2266 27.4387
Si 4.0964 1.4005 28.7503
Si 9.5911 1.3843 28.8489
Si 1.3809 4.1374 28.821
Si 6.8453 4.1351 28.7482
Si 4.1114 6.8506 28.8085
Si 9.5714 6.8589 28.7572
Si 1.3828 9.6021 28.7438
Si 6.8002 9.5731 28.8643
Si 0.045 0.0199 30.1644
Si 5.4499 0.0532 30.1607
Si 2.76 2.7675 30.1553
Si 8.218 2.7899 30.1437
Si 0.0035 5.5128 30.1448
Si 5.5063 5.5011 30.1509
Si 2.7503 8.2543 30.1288
Si 8.2258 8.2179 30.1646
Si 1.4014 1.4041 31.5507
Si 6.8532 1.4192 31.513
Si 4.1376 4.1401 31.5301
Si 9.5891 4.1483 31.5345
Si 1.3835 6.8961 31.503
Si 6.8694 6.8613 31.5582
Si 4.107 9.6142 31.5416
Si 9.6036 9.5976 31.5338
Si 2.7716 0.0478 0.7216
Si 8.2336 0.0573 0.6669
Si 0.0285 2.791 0.7025
Si 5.5178 2.7876 0.6922
Si 2.7769 5.5551 0.6579
Si 8.2521 5.5095 0.7222
Si 0.0437 8.2453 0.696
Si 5.5099 8.2692 0.7015
Si 4.1706 1.4221 2.0787
Si 9.5929 1.4072 2.0756
Si 1.4108 4.2086 2.0425
Si 6.8862 4.1367 2.0953
Si 4.1427 6.9012 2.0831
Si 9.6227 6.8949 2.092
Si 1.4035 9.612 2.0908
Si 6.8926 9.6448 2.0848
Si 0.001 0.0157 3.4188
Si 5.5515 0.0866 3.4717
Si 2.8258 2.8687 3.351
Si 8.2289 2.7557 3.4668
Si 0.0772 5.5656 3.4596
Si 5.5377 5.5395 3.4206
Si 2.794 8.2766 3.4634
Si 8.2897 8.3003 3.4303
Si 1.4114 1.4939 4.6211
Si 6.9001 1.4081 4.9609
Si 4.1955 4.1657 4.8237
Si 9.6209 4.1576 4.7869
Si 1.4492 6.929 4.8919
Si 6.9075 6.9409 4.7916
Si 4.1715 9.6698 4.8504
Si 9.6814 9.5525 4.9119
Si 2.8168 0.2727 6.0028
Si 8.2837 -0.0157 6.2776
Si 0.0788 2.7711 6.0431
Si 5.5241 2.83 6.2916
Si 2.8741 5.5698 6.177
Si 8.2834 5.5517 6.1137
Si 0.1989 8.2601 6.3952
Si 5.5738 8.3192 6.2029
Si 3.8611 1.6977 7.6241
Si 9.8745 1.2647 7.5009
Si 1.6498 3.9361 7.3648
Si 6.7114 4.5071 7.5491
Si 4.4494 6.735 7.5526
Si 9.4818 7.0278 7.5718
Si 1.2692 10.1522 7.3769
Si 7.1968 9.2841 7.711
O 8.2482 8.058 7.7976
O 2.7384 2.8546 7.9852
O 9.5277 1.368 24.2674
O 4.0569 6.8836 24.1365
O 0.1213 0.2273 8.009
O 5.5892 5.6281 8.0135
O 6.8549 9.5873 24.1985
O 1.3775 4.0774 24.1702
O 3.9003 7.5151 8.8987
O 0.6868 4.5472 8.5014
O 9.8095 6.3527 9.0219
O 2.3429 9.7865 8.5684
O 7.4711 3.9858 8.8981
O 4.2996 0.9756 9.0265
O 6.7833 9.5283 9.2563
O 9.1953 1.9662 8.8064
O 7.6926 3.157 23.5209
O 10.4771 5.8417 23.4536
O 5.0764 0.438 23.3934
O 5.8482 5.0884 23.3583
O 3.0957 2.2052 23.2619
O 2.292 8.7221 23.2279
O 8.6085 7.7518 23.3805
O 0.2287 10.3195 23.603
Si 4.3753 1.5614 22.4357
Si 3.4361 7.8138 14.001
Si 7.0658 0.8846 14.6572
Si 0.9323 9.3451 22.515
Si 1.1314 4.0999 11.9133
Si 6.1836 8.88 15.2974
Si 0.6855 1.1647 12.3105
Si 8.614 4.9266 20.4924
As 0.5138 5.9263 9.6684
Si 5.06 3.0708 17.9196
Si 0.8635 3.6645 16.752
Si 10.3625 2.7934 19.224
Si 5.275 1.1856 10.3515
Si 0.8461 0.1281 19.8298
Si 6.6132 9.4261 10.8981
Si 9.3063 9.6062 18.3113
Si 9.3399 9.1769 12.593
Si 6.5559 3.8432 22.5723
Si 2.412 8.2263 9.0989
Si 10.5457 7.2871 17.0652
Si 2.4685 6.2074 16.5699
Si 10.1651 4.4 14.2071
Si 6.0945 9.1194 18.4965
Si 7.9482 2.6132 9.6467
Si 8.8871 2.0552 12.4778
Si 5.2841 6.1899 18.0599
Si 3.8908 0.5098 19.4411
Si 4.1906 3.8242 12.0138
Si 5.523 6.5294 12.1059
Si 7.9583 2.4413 17.2292
Si 4.3199 2.4391 14.9196
Si 1.5223 1.0931 15.2895
Si 1.4803 9.219 11.9362
Si 8.004 6.7504 13.8558
Si 10.3814 9.7563 15.4963
Si 9.7942 6.9992 22.5332
Si 8.0571 5.426 17.3965
O 5.9987 7.9275 11.2916
O 5.9511 9.1147 16.8818
O 7.7109 1.236 13.2092
O 0.8088 1.5 13.8965
O 9.3622 6.2025 16.8541
O 6.7564 6.0887 13.0646
O 5.0715 4.6034 18.597
O 9.1864 2.104 18.2778
O 2.3317 0.045 19.077
O 9.3919 10.1669 16.757
O 2.7085 4.4479 11.6367
O 5.031 10.2723 19.0921
O 9.4373 3.117 13.5486
O 0.4066 1.7076 19.9631
O 3.1256 1.3106 15.0593
O 8.1419 5.3462 19.0143
O 3.8432 6.5501 17.3816
O 4.5821 3.2174 16.3481
O 9.0412 5.5752 14.2843
O 5.4372 2.7554 22.134
O 10.6386 4.0973 15.7216
O 0.3238 3.7972 18.2891
O 10.3922 10.4403 19.2199
O 9.66 9.9697 14.0285
O 10.9017 8.1048 22.1013
O 1.1502 2.0767 16.5298
O 9.7025 3.7116 20.4137
O 8.0819 3.9673 16.6843
O -0.1431 8.9824 11.853
O 6.5427 2.3709 18.0413
O 5.5468 10.696 11.1609
O 7.7098 9.5243 18.816
O 10.0242 0.9623 11.9907
O 1.3876 7.4163 8.1159
O 0.6486 4.6085 13.398
O 5.6581 7.5637 18.9819
O 5.1812 5.0356 11.4545
O 2.6601 6.889 15.1015
O 1.1394 2.5082 11.5509
O 0.8898 10.5514 15.6305
O 2.1489 8.3671 10.709
O 4.6495 2.4074 11.2605
O 4.1432 3.4841 13.6446
O 2.1901 4.5901 16.4978
O 10.6621 8.1608 15.6843
O 6.8553 10.2176 14.6771
O 2.2744 8.7444 13.2933
O 7.9379 1.4445 15.9331
O 4.1253 6.8797 12.8636
O 4.1212 1.9567 18.6867
O 7.275 4.4209 21.2604
O 8.3686 2.8929 11.1774
O 1.1273 6.7635 17.3469
O 5.6188 1.558 14.6302
O 8.0739 9.7164 11.6385
O 9.2021 6.26 21.2276
O 8.9058 7.6547 12.8818
O 1.6218 -0.0828 11.8349
O 6.5909 6.085 17.0615
O 7.2909 7.6961 15.0029
O 1.1937 10.2795 21.2292
O 10.0004 8.128 18.3472
O 3.9388 0.8329 21.0616
O -0.0038 4.7877 10.9506
O 6.6991 1.5809 9.6459
O 4.686 8.6499 14.6615

Results
free energy: -139955.196 eV
free energy less fixed offsets of As -4856.12, O -568.88, Si -635.61 eV per atom: 0.644 eV

Forces (eV/angstrom), in the order of the atoms: element, x, y, z
Si -0.0032 0.0209 0.091
Si 0.016 -0.0244 0.0981
Si -0.0151 0.0221 0.1026
Si 0.0254 -0.02 0.0955
Si 0.0256 -0.0119 0.1001
Si -0.0118 0.0196 0.1019
Si 0.0226 -0.0176 0.1068
Si -0.0179 0.0175 0.0947
Si -0.0009 -0.0118 -0.0422
Si -0.0047 0.0084 -0.0451
Si 0.0026 -0.0042 -0.0394
Si -0.0044 0.0018 -0.0425
Si -0.0068 -0.0021 -0.0426
Si -0.0022 -0.0032 -0.0408
Si 0.0014 0.0049 -0.0409
Si 0.0111 -0.0048 -0.0417
Si 0.002 -0.0014 0.0421
Si 0.001 0.0043 0.0071
Si 0.0021 0.0032 0.011
Si 0.0014 0.0014 0.0398
Si -0.0013 0.0015 0.0221
Si 0.0005 0.0023 0.0406
Si 0.0046 0.0007 0.0398
Si 0.0034 0.0021 0.0164
Si -0.0032 -0.0017 -0.0448
Si 0.0107 0.0026 0.0098
Si -0.0004 0.0128 -0.0081
Si 0.0001 0.0069 -0.044
Si 0.0074 -0.0026 -0.0154
Si -0.0011 -0.0079 -0.0398
Si 0.0088 0.0027 -0.0455
Si -0.0293 -0.0052 0.0136
Si -0.0085 0.0018 0.0258
Si 0.0171 -0.0082 0.0231
Si 0.0034 0.0045 0.0259
Si 0.0007 -0.002 0.0259
Si 0.0116 0.0027 0.0256
Si -0.0032 -0.0005 0.0244
Si -0.0024 -0.0038 0.0305
Si 0.0036 0.0055 0.0222
Si 0.0002 0.0051 -0.0317
Si 0.0013 -0.0048 -0.0281
Si 0.0037 0.0028 -0.0309
Si -0.0007 -0.0008 -0.0343
Si -0.0015 -0.0033 -0.0306
Si -0.0014 0.0004 -0.0348
Si -0.0045 0.0029 -0.0389
Si -0.001 0.0012 -0.027
Si -0.0012 -0.0016 0.0319
Si 0.0005 -0.0003 0.0363
Si 0.0019 0.0048 0.0314
Si 0.0025 0.0032 0.0321
Si -0.0091 0.008 0.0387
Si 0.0086 -0.0015 0.0362
Si 0.0042 -0.0004 0.0307
Si 0.0049 0.0058 0.0363
Si -0.0006 0.009 -0.0347
Si -0.0214 -0.0003 -0.038
Si 0.0215 0.0032 -0.0283
Si -0.0213 0.0074 -0.0443
Si -0.0105 -0.0194 -0.044
Si 0.0004 0.0124 -0.0328
Si -0.0182 -0.009 -0.0341
Si 0.0084 -0.0065 -0.0367
Si 0.0009 -0.0164 0.0212
Si 0.0102 -0.001 0.0667
Si -0.0011 0.0391 -0.0012
Si 0.0248 -0.035 0.0643
Si 0.0142 -0.0031 0.0405
Si 0.0057 0.0138 0.0735
Si -0.0064 0.0222 0.0658
Si -0.0307 0.0133 0.0316
Si -0.0013 -0.0237 -0.0456
Si -0.0253 0.0131 -0.0497
Si 0.0082 0 -0.0677
Si -0.038 0.0222 -0.0195
Si -0.0107 -0.0036 -0.0595
Si -0.0087 0.021 -0.0529
Si -0.0043 -0.0175 -0.0155
Si -0.0363 0.0065 -0.1149
Si 0.0242 -0.0398 0.0571
Si 0.0207 0.0561 0.1091
Si -0.0267 0.0145 0.0781
Si 0.0391 -0.018 0.0907
Si -0.0233 -0.0411 0.0954
Si 0.0571 0.0267 0.08
Si 0.1589 -0.0663 0.2598
Si -0.0156 -0.0052 0.0587
Si -0.0044 0.0547 -0.1539
Si -0.0117 -0.014 -0.1416
Si 0.0904 0.013 -0.1782
Si -0.0235 -0.0105 -0.2052
Si 0.0696 -0.0419 -0.1845
Si 0.0408 -0.2649 -0.4748
Si -0.0079 0.0663 -0.1537
Si -0.2277 0.0979 -0.417
O 0.081 0.1443 0.1552
O -0.0037 0.0131 0.0097
O 0.0001 0.001 -0.0198
O 0.0025 -0.0021 -0.0241
O -0.0372 0.0143 0.0097
O -0.0264 0.0352 0.0638
O -0.0001 0.003 -0.0201
O 0.0019 0.0007 -0.022
O -0.1837 0.0517 0.0675
O -0.0033 -0.09 -0.0001
O -0.0016 -0.0323 0.2136
O 0.0081 -0.261 0.1234
O 0.0559 -0.0597 0.1394
O 0.0602 -0.0361 0.1481
O -0.1096 0.0933 0.3199
O -0.07 0.0503 0.1078
O -0.0514 0.043 -0.084
O -0.0472 0.0503 -0.0873
O -0.0414 0.0543 -0.0911
O 0.046 -0.0555 -0.0812
O 0.0526 -0.0456 -0.0875
O -0.0546 0.0413 -0.0823
O 0.0521 -0.0452 -0.0826
O 0.0431 -0.06 -0.0993
Si 0.0038 0.0149 0.1359
Si -0.0013 -0.0054 -0.0233
Si 0.0114 0.0088 -0.0076
Si 0.0061 -0.0204 0.1324
Si -0.1242 0.0631 -0.1269
Si -0.0075 0.0044 0.0211
Si -0.0009 0.0374 -0.0213
Si -0.0217 0.0291 0.0925
As 0.1208 0.1375 -0.0138
Si -0.0092 -0.0175 0.0183
Si -0.0124 -0.006 0.0244
Si -0.0051 0.002 0.0483
Si -0.0022 -0.0196 -0.1201
Si 0.0315 -0.0374 0.0645
Si -0.0531 0.0358 -0.1262
Si 0.0083 0.0193 0.0251
Si -0.0034 -0.0042 -0.0286
Si -0.0134 -0.0003 0.1154
Si -0.0112 0.0021 -0.1551
Si -0.0105 -0.0009 0.0111
Si 0.0058 0.0066 0.003
Si 0.0171 -0.0282 -0.0316
Si -0.0151 0.0172 0.0108
Si 0.0346 0.02 -0.1726
Si -0.0275 0.0343 -0.0668
Si 0.0084 -0.0004 0.0046
Si -0.0186 0.0059 0.0774
Si 0.0045 -0.0153 -0.0374
Si -0.0082 0.0102 -0.0195
Si 0.0042 0.0004 0.0156
Si 0.0043 0.0163 -0.003
Si -0.0011 0.0049 -0.0018
Si 0.0212 -0.0554 -0.0853
Si 0.0098 0.0066 -0.0239
Si -0.0103 0.0046 0.007
Si 0.0014 0.0085 0.1164
Si -0.0024 -0.0092 0.0442
O -0.0005 -0.0469 0.0294
O -0.0011 -0.0038 -0.0225
O -0.0143 -0.0117 0.02
O 0.0078 -0.0021 -0.0042
O 0.0091 0.0085 -0.0075
O 0.0197 -0.0012 0.0096
O -0.0022 0.0074 0.0001
O -0.0217 -0.0025 -0.0163
O 0.0039 -0.0002 -0.0156
O 0.0048 -0.0043 -0.0212
O 0.0272 -0.0274 0.0167
O 0.0209 -0.0239 -0.0101
O 0.0197 0.0226 0.0266
O -0.0143 0.0115 -0.008
O -0.0099 -0.0049 -0.0022
O -0.0132 0.0107 -0.0732
O -0.0165 -0.0043 -0.0047
O -0.0058 -0.0011 -0.0197
O -0.0078 0.0028 0.0021
O -0.0022 -0.0056 -0.0232
O -0.0033 0.0093 -0.0096
O 0.018 0.0107 -0.0283
O -0.0289 -0.0137 -0.0224
O 0.0011 0.0107 0.0199
O 0.0046 0.0052 -0.02
O -0.0007 -0.0004 -0.0106
O 0.0221 -0.0291 -0.0267
O -0.0011 0.0009 -0.0105
O -0.0168 0.0218 0.0128
O 0.0049 0.0033 -0.0026
O -0.0055 -0.0015 0.0418
O 0.0045 -0.0034 0.0027
O 0.0319 -0.0103 0.0087
O 0.2094 0.2039 0.0558
O -0.0239 0.0096 0.0397
O -0.0041 -0.0104 0.0042
O -0.0025 0.0108 0.0039
O -0.003 -0.0029 0.0101
O -0.005 -0.0393 0.0212
O -0.0008 -0.0058 -0.0004
O -0.0354 0.0794 0.0382
O -0.0306 0.0575 0.0446
O 0.0013 -0.0142 0.029
O 0.0008 0.0005 -0.0029
O 0.0027 -0.0002 -0.0063
O -0.0039 -0.0025 -0.0045
O 0.0126 -0.0008 0.0179
O -0.0065 -0.0074 -0.0088
O -0.0138 0.0131 0.0113
O 0.0133 0.0295 -0.0231
O 0.0529 0.0267 -0.0715
O 0.0308 -0.015 0.1012
O 0.0022 -0.0021 -0.0009
O 0.0016 -0.0035 -0.004
O 0.0604 -0.0134 0.0362
O -0.0271 -0.0518 -0.0679
O -0.0131 -0.0194 0.0123
O -0.0132 0.0083 0.0083
O 0.001 -0.0022 -0.0077
O -0.0025 0.002 0.0022
O -0.0066 0.0626 -0.0982
O 0.0055 -0.0122 -0.0121
O -0.017 -0.0396 -0.1075
O 0.0076 -0.2633 0.3247
O -0.025 -0.014 0.0466
O 0.0006 0.0022 0.0006

The program warned: the cutoff lies below the one the program advises for these potential files; the forces do not sum to zero within the program's tolerance; the exchange-correlation potential is rough where the density is thin.
